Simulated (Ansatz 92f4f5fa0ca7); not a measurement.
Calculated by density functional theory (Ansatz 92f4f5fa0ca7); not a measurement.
Periodic cell of 272 atoms, Si165O105B2, from a study of silicon, its oxide and their interface. The atomic structure is a simulated model.
Doubt: the cutoff is far below the 930 eV that the study's wrapper takes by default for these files, so forces and energies are approximate.

Settings: functional PBE; potential files Ansatz PAW; basis plane waves; wave-function cutoff 580 eV; density cutoff ratio 5; exchange-correlation grid ratio 1; k mesh 1 x 1 x 1, Gamma-centred; self-consistency stop 5e-08 eV per atom in the density residual; occupations fixed; spin none; net charge 0.

Cell vectors (angstrom)
a, 11.6015, 0, 0
b, 0, 13.3963, 0
c, 0, 0, 29.8085

Atoms and the computed forces on them: element, x, y, z (angstrom), force x, y, z (eV/angstrom)
Si, 11.5435, 0.191, 22.922, -0.0121, -0.0024, 0.0087
Si, 3.9113, 0.1658, 23.0323, -0.0023, -0.0043, -0.0001
Si, 7.6606, 0.1303, 23.1279, -0.0066, -0.0071, 0.0062
Si, 2.0696, 3.4644, 22.8834, -0.0157, 0.0072, 0.0012
Si, 5.9049, 3.6937, 22.9994, 0.0055, -0.0095, 0.0052
Si, 9.7572, 3.5421, 23.0271, 0.0007, 0.0018, 0.0026
Si, 11.6648, 6.8665, 23.0705, 0.0021, 0.0008, -0.0079
Si, 3.9557, 7.0437, 23.1758, -0.0081, 0.0167, 0.0009
Si, 7.789, 6.9018, 23.2756, -0.0372, 0.0624, 0.02
Si, 2.0345, 10.2506, 23.249, 0.0069, 0.0065, -0.0035
Si, 5.8579, 10.1039, 23.2916, -0.0237, -0.0011, -0.0026
Si, 9.8373, 10.0926, 23.2326, -0.0066, 0.0059, -0.0072
Si, 11.6948, 2.3979, 23.7577, 0.0135, -0.0061, 0.0007
Si, 3.998, 2.415, 23.7544, 0.0021, -0.0078, 0
Si, 7.7877, 2.4186, 23.7709, -0.0061, -0.0002, 0.0009
Si, 2.0324, 5.7143, 23.7007, -0.0011, -0.0109, 0.0045
Si, 5.8265, 5.8132, 23.9875, 0.0168, -0.0114, 0.0065
Si, 9.7408, 5.7337, 23.8957, 0, -0.014, -0.0044
Si, 11.7523, 9.0349, 24.0198, -0.0023, 0.0027, 0.001
Si, 3.9039, 9.1424, 24.1724, 0.0087, 0.0071, 0.0049
Si, 7.8451, 9.1016, 24.042, 0.0149, -0.018, 0.0205
Si, 1.9109, 12.5179, 23.809, -0.005, -0.0013, -0.001
Si, 5.7745, 12.3813, 23.9202, -0.0079, -0.003, -0.0036
Si, 9.6715, 12.404, 23.7842, 0.0116, -0.0077, -0.002
Si, 11.6419, 2.3014, 26.1725, -0.0065, -0.0064, -0.0047
Si, 3.9135, 2.3129, 26.1692, 0.0012, -0.0012, -0.0002
Si, 7.7564, 2.3151, 26.1797, 0.0049, -0.0068, 0.0103
Si, 1.9762, 5.6254, 26.1437, -0.0003, 0.0082, 0.0047
Si, 5.8115, 5.6617, 26.3217, -0.0014, -0.0084, 0.0032
Si, 9.705, 5.6397, 26.2618, -0.0055, 0.002, 0.0051
Si, 11.6644, 8.9815, 26.3457, 0.0064, -0.0054, 0.0041
Si, 3.8833, 9.0179, 26.4592, -0.008, -0.0121, -0.0096
Si, 7.7898, 9.0133, 26.3636, -0.0031, 0.001, -0.0022
Si, 1.9219, 12.3897, 26.2069, -0.0037, 0.0073, 0.0082
Si, 5.7964, 12.3358, 26.2794, -0.0006, 0.0049, 0.011
Si, 9.6814, 12.3506, 26.1883, -0.001, 0.0086, -0.0106
Si, 1.9681, 1.2006, 27.0163, -0.0082, 0.0023, 0.0173
Si, 5.8256, 1.1867, 27.0189, -0.0014, 0.0004, 0.0031
Si, 9.6911, 1.1837, 26.9978, 0.0028, -0.0123, 0.024
Si, 11.6456, 4.514, 27.014, 0.0002, -0.0106, -0.0106
Si, 3.8781, 4.512, 27.0362, 0, -0.0024, 0.0003
Si, 7.7555, 4.5204, 27.0435, 0.0004, 0.0044, -0.0074
Si, 1.9633, 7.8163, 27.0759, 0.007, 0.0087, 0.0232
Si, 5.8429, 7.8859, 27.0909, -0.007, 0.0244, 0.0189
Si, 9.7139, 7.8573, 27.0739, 0.0024, 0.0013, 0.002
Si, 11.611, 11.2421, 27.0374, -0.0059, -0.0096, 0.0025
Si, 3.845, 11.2723, 27.076, -0.0031, -0.011, -0.0155
Si, 7.7581, 11.2516, 27.0595, 0.004, 0.0035, 0.0073
Si, 1.9336, 1.1164, 29.4135, 0.0705, 0.1952, -0.1972
Si, 5.8008, 1.1164, 29.4135, 0.0631, 0.1436, -0.1625
Si, 9.6679, 1.1164, 29.4135, 0.0752, 0.1304, -0.2971
Si, 0, 4.4654, 29.4135, 0.1309, 0.072, -0.0909
Si, 3.8672, 4.4654, 29.4135, -0.0758, 0.0459, -0.1172
Si, 7.7343, 4.4654, 29.4135, 0.0938, 0.0165, 0.0136
Si, 1.9336, 7.8145, 29.4135, 0.0019, -0.1859, 0.2301
Si, 5.8008, 7.8145, 29.4135, 0.0944, -0.0144, 0.4197
Si, 9.6679, 7.8145, 29.4135, 0.0865, -0.0083, 0.1648
Si, 0, 11.1635, 29.4135, 0.012, 0.1816, -0.0777
Si, 3.8672, 11.1635, 29.4135, -0.083, 0.2926, 0.3033
Si, 7.7343, 11.1635, 29.4135, 0.0354, 0.2035, 0.0574
Si, 0, 0, 0.3944, -0.0867, -0.1399, -0.1327
Si, 3.8672, 0, 0.3944, -0.0372, -0.1425, 0.2457
Si, 7.7343, 0, 0.3944, -0.1655, -0.147, 0.0125
Si, 1.9336, 3.3491, 0.3944, 0.1274, -0.1957, -0.0705
Si, 5.8008, 3.3491, 0.3944, -0.1034, -0.1436, 0.1957
Si, 9.6679, 3.3491, 0.3944, -0.2233, -0.1295, -0.1012
Si, 0, 6.6981, 0.3944, -0.0366, 0.0521, -0.0067
Si, 3.8672, 6.6981, 0.3944, -0.0127, -0.1307, -0.1441
Si, 7.7343, 6.6981, 0.3944, -0.0192, 0.0514, 0.1378
Si, 1.9336, 10.0472, 0.3944, -0.1152, -0.04, -0.0551
Si, 5.8008, 10.0472, 0.3944, 0.1582, 0.0978, 0.0004
Si, 9.6679, 10.0472, 0.3944, -0.0017, -0.1659, -0.0431
Si, 11.5437, -0.0525, 2.7491, 0.0024, -0.013, -0.0091
Si, 3.826, -0.062, 2.7948, -0.0344, -0.0233, 0.0388
Si, 7.6626, -0.0715, 2.7654, 0.0112, -0.054, 0.0308
Si, 1.9309, 3.2635, 2.7481, -0.0363, 0.0298, 0.0008
Si, 5.7567, 3.2681, 2.8012, -0.0182, 0.0172, 0.0515
Si, 9.5945, 3.2841, 2.7544, 0.0407, 0.038, -0.0414
Si, 11.588, 6.6421, 2.75, -0.0159, 0.0076, -0.0325
Si, 3.8636, 6.6248, 2.7382, 0.0188, -0.026, -0.0209
Si, 7.73, 6.6608, 2.7771, -0.0192, -0.0234, -0.0106
Si, 1.9042, 9.987, 2.7638, 0.0139, 0.0372, 0.0331
Si, 5.8233, 10.0276, 2.7706, -0.0052, -0.0436, 0.0106
Si, 9.6679, 9.9709, 2.7608, 0.0033, 0.0124, 0.0449
Si, 11.5521, 2.194, 3.4576, 0.0179, 0.0216, -0.0021
Si, 3.821, 2.1289, 3.6628, 0.033, -0.0113, -0.1594
Si, 7.677, 2.12, 3.5993, 0.0355, 0.0822, -0.1758
Si, 1.9109, 5.4936, 3.4781, -0.0145, 0.0318, -0.0172
Si, 5.7966, 5.526, 3.5601, 0.0117, 0.0017, -0.0132
Si, 9.6635, 5.511, 3.5238, 0.0581, -0.0179, -0.0006
Si, 11.5888, 8.8552, 3.6105, -0.0232, -0.0392, -0.0494
Si, 3.8868, 8.8726, 3.4281, 0.0041, -0.0375, 0.0189
Si, 7.7394, 8.8888, 3.6138, 0.0044, 0.0035, 0.006
Si, 1.8528, 12.2184, 3.565, 0.0168, -0.0049, -0.0272
Si, 5.7443, 12.2247, 3.6779, 0.0272, 0.0956, -0.159
Si, 9.6049, 12.1983, 3.5128, -0.0116, -0.0014, -0.0217
Si, 11.4685, 2.1288, 5.7782, -0.0578, 0.1084, 0.0076
Si, 3.8735, 1.9135, 6.0997, 0.0585, 0.0606, -0.2221
Si, 7.4486, 1.8931, 5.9802, -0.0453, 0.0034, -0.2121
Si, 1.913, 5.3595, 5.8095, -0.001, -0.1328, 0.0216
Si, 5.7872, 5.4872, 5.9307, 0.0373, -0.2117, 0.0461
Si, 9.6315, 5.383, 5.8712, -0.1625, -0.0585, -0.0724
Si, 11.5909, 8.7327, 6.0136, 0.0639, -0.0075, 0.0229
Si, 3.9076, 8.8184, 5.7432, -0.0888, 0.0714, -0.0099
Si, 7.748, 8.8649, 6.0258, 0.0682, 0.0667, 0.0545
Si, 1.7358, 12.1291, 5.9467, 0.0568, -0.0168, 0.0765
Si, 5.6986, 12.2906, 6.1372, -0.1943, 0.0101, 0.0688
Si, 9.565, 12.1091, 5.8655, -0.0642, -0.0301, 0.062
Si, 1.6771, 0.9561, 6.736, -0.1137, -0.0927, -0.0115
B, 5.658, 0.9246, 6.237, -0.0089, -0.0569, -0.1342
Si, 9.5573, 0.9348, 6.6141, 0.355, -0.0802, -0.01
Si, 11.58, 4.2948, 6.7153, 0.0883, 0.0288, -0.0473
Si, 3.8733, 4.2367, 6.5684, -0.1575, 0.1934, -0.0872
Si, 7.6738, 4.1604, 6.5404, 0.2281, 0.5326, 0.1317
Si, 2.0395, 7.5963, 6.5099, 0.0708, 0.1327, 0.0215
Si, 5.8043, 7.7478, 6.7171, -0.0407, 0.0501, 0.0289
Si, 9.6487, 7.5852, 6.7594, -0.2107, -0.4533, 0.0479
Si, 11.3962, 10.9521, 6.8119, -0.0337, -0.0187, -0.0763
Si, 3.6903, 11.0083, 6.6152, 0.09, -0.1042, -0.0367
Si, 7.6679, 11.1165, 6.8879, 0.1053, 0.0915, 0.0001
O, 9.6929, 7.1953, 8.3918, 0.0919, 0.2181, -0.0078
O, 9.9275, 0.8327, 8.2445, -0.0225, -0.0162, 0.0422
O, 1.0817, 0.9332, 8.3243, -0.0504, 0.0063, 0.0417
O, 3.3694, 10.6256, 8.1904, -0.1238, -0.0427, 0.1312
O, 5.7784, 7.8866, 8.3826, 0.0006, 0.0053, 0.0079
O, 3.7343, 4.2873, 8.2137, 0.0252, -0.0611, -0.0072
O, 7.9685, 4.1243, 8.1769, -0.0416, -0.2015, 0.1109
O, 0.1179, 4.2609, 8.3858, 0.0163, -0.0301, 0.1001
O, 11.009, 10.9003, 8.4512, 0.0519, 0.0229, -0.0799
O, 7.908, 11.2453, 8.556, -0.044, -0.082, -0.0831
O, 2.4261, 7.5144, 8.1068, 0.0147, -0.0264, 0.0358
O, 11.406, 0.2169, 21.2467, 0.0031, 0.0039, -0.0148
O, 9.7542, 3.6469, 21.363, 0.0022, 0.0007, 0.0128
O, 4.1338, 7.5562, 21.5885, 0.0022, -0.0071, 0.0075
O, 6.0194, 4.1763, 21.3851, -0.0065, 0.0015, 0.009
O, 5.7476, 9.7626, 21.6563, 0.0105, -0.0036, 0.0046
O, 2.1453, 3.3966, 21.202, 0.0036, -0.0048, 0.009
O, 7.3365, 13.4552, 21.4893, -0.0036, 0.0086, 0.0294
O, 4.0047, 0.1655, 21.3702, 0.0038, 0.0017, 0.0038
O, 7.6825, 7.0426, 21.6376, 0.009, -0.0217, -0.0517
O, 2.1295, 10.2043, 21.6004, 0, -0.0053, 0.0079
O, 11.5494, 6.9729, 21.4093, -0.0012, -0.0029, 0.0123
O, 10.1408, 9.6501, 21.643, -0.001, 0.0025, -0.0047
Si, 11.6644, 6.4796, 11.2977, -0.1448, 0.0639, 0.0007
Si, 1.5495, 10.3584, 16.2885, -0.004, -0.017, 0.0282
Si, 0.2896, 3.6865, 9.9114, -0.0665, 0.0412, -0.0311
Si, 8.0678, 12.8637, 20.167, 0.0168, -0.0139, -0.0298
Si, 2.9475, 10.4666, 9.7448, -0.0367, 0.0058, -0.1568
Si, 2.5719, 10.4114, 20.0562, -0.021, -0.004, -0.015
Si, 10.3526, 3.7047, 19.846, 0.0094, -0.0011, -0.0106
Si, 0.2631, 12.819, 17.1307, -0.0021, -0.0284, 0.0344
Si, 10.8075, 0.7013, 19.7942, 0.0048, -0.0139, -0.0008
Si, 3.1929, 7.7663, 16.2435, -0.0069, 0.023, 0.0056
Si, 0.3325, 6.4872, 19.907, -0.0054, 0.0132, -0.0128
Si, 9.407, 2.6014, 14.3504, -0.0078, -0.0069, 0.0165
Si, 2.9897, 2.5135, 11.0713, 0.0538, 0.0673, -0.0043
Si, 5.1102, 12.0181, 15.322, -0.023, -0.0026, 0.0189
Si, 4.9343, 8.6892, 20.7104, -0.0067, 0.0055, -0.0128
Si, 3.5926, -0.4829, 11.449, 0.1398, 0.0194, 0.0672
Si, 5.6073, 8.9185, 14.7977, -0.0035, -0.0053, 0.0271
Si, -0.1375, 11.3054, 9.9787, 0.0041, -0.0212, 0.1134
Si, 9.435, 10.0246, 20.2249, 0.0122, 0.0052, 0.0015
Si, 3.4584, 0.0664, 19.8354, -0.0046, -0.0053, -0.0056
Si, 7.4479, 4.4847, 9.6652, -0.006, 0.0905, -0.2781
Si, 2.2559, 12.3325, 14.1769, 0.0256, -0.0297, 0.0688
B, 6.2627, 0.0403, 11.3911, -0.0741, 0.0931, 0.2688
Si, 2.7972, 2.9146, 19.7639, -0.0016, -0.0049, 0.0019
Si, 5.7423, 4.4623, 13.742, -0.0052, 0.0153, -0.0216
Si, 7.4759, 0.2551, 15.5962, 0.0005, -0.0385, 0.035
Si, 9.6309, 11.3869, 15.2108, -0.0079, 0.0121, 0.0166
Si, 2.0471, 6.5529, 13.5522, -0.051, 0.0539, -0.0025
Si, 2.8729, 3.5224, 14.0444, -0.0372, 0.0008, -0.0017
Si, 11.6892, 9.1738, 18.4389, -0.0063, 0.0013, -0.016
Si, 11.266, 0.883, 9.1897, 0.0052, -0.0135, -0.033
Si, 9.0852, 7.0756, 9.9006, -0.0257, 0.1331, 0.0467
Si, 8.7036, 8.6011, 14.5904, 0.0039, 0.0358, 0.015
Si, 4.8355, 7.1404, 12.3651, 0.0076, 0.0533, -0.0174
Si, 2.9849, 5.6396, 18.7552, -0.0074, 0.0083, 0.0082
Si, 2.6149, 7.4112, 9.7007, -0.0491, -0.0153, 0.0094
Si, 6.3062, 8.3991, 9.8418, 0.1594, -0.0875, 0.0084
Si, 4.3491, 4.7278, 9.6386, 0.0733, 0.0396, -0.0461
Si, 9.4205, 10.5165, 12.2857, -0.0306, 0.0186, -0.0345
Si, 5.9362, 13.0537, 17.9545, -0.0063, 0.0025, -0.0083
Si, 7.9879, 4.9524, 18.402, -0.0114, 0.0139, 0.0029
Si, 8.3237, 5.4707, 15.2646, 0.0215, 0.0389, 0.0205
Si, 7.2056, 11.2031, 10.0404, 0.0039, 0.1438, 0.0913
Si, 5.3936, 4.2088, 19.8725, -0.003, 0.0041, -0.0022
Si, 0.7828, 1.5221, 15.1161, 0.0072, -0.0196, 0.0344
Si, 7.5367, 7.5489, 20.1109, 0.0098, -0.0023, 0.0289
Si, 7.5573, 2.4709, 12.0631, 0.0528, 0.0374, -0.1462
O, 3.5223, 6.0807, 10.0705, 0.0097, -0.0467, -0.0031
O, 1.9703, 2.6604, 15.1093, 0.0066, 0.009, -0.0077
O, -0.2998, 12.94, 10.1427, 0.0081, 0.0065, -0.0035
O, 8.3474, 8.9121, 19.8164, -0.0074, -0.0046, 0.0053
O, 2.4184, 1.3264, 19.5196, 0.0032, 0.005, 0.0043
O, 8.1588, 5.414, 16.868, -0.0012, 0.0014, -0.0074
O, 2.7451, 11.9979, 19.6954, 0.0051, 0.0002, 0.0088
O, 7.1815, 8.8139, 15.1279, -0.0105, -0.0076, -0.0033
O, 1.2152, 0.1927, 14.2646, -0.0096, 0.0174, -0.0175
O, 4.4191, 3.8519, 14.5232, 0.0187, -0.0008, 0.002
O, 4.2967, 3.4032, 10.6198, -0.0491, 0.0039, 0.05
O, 10.9603, 2.1382, 14.5806, -0.0072, 0.012, -0.006
O, 11.4549, 4.8748, 10.9602, 0.0266, -0.0461, -0.0174
O, 10.8467, 12.0599, 16.0785, 0.0033, 0.002, -0.0156
O, 8.959, 6.9559, 14.8006, -0.0035, -0.0205, 0.0064
O, 1.8262, 3.2962, 10.2595, 0.0081, -0.0452, 0.0182
O, 8.4136, 5.641, 10.2528, 0.0345, -0.0816, 0.0116
O, 11.1441, 2.2946, 19.5394, -0.0063, 0.0093, 0.0046
O, 5.507, 7.5527, 10.9536, -0.0439, -0.0092, 0.0236
O, 11.4052, 7.5969, 18.8067, -0.0007, -0.0099, 0.0121
O, 7.9271, 8.2127, 10.0355, -0.115, 0.007, -0.0374
O, 10.2568, 7.264, 11.0182, 0.0976, -0.0748, 0.0382
O, 9.2477, 4.1707, 14.8397, 0.009, -0.0177, -0.0174
O, 8.81, 11.4782, 20.5327, -0.0081, 0.0073, 0.0067
O, 10.6676, 10.5378, 11.2028, 0.0266, 0.0417, 0.0167
O, 8.3746, 12.2879, 15.7427, -0.0201, 0.0135, -0.0163
O, 4.4409, 2.8878, 19.8135, 0.0029, 0.0027, 0.0032
O, 4.6655, 0.2558, 18.7584, -0.0002, -0.0066, -0.0069
O, 10.4681, 10.1036, 18.9773, -0.0014, -0.0049, -0.0015
O, 6.8012, 0.7174, 17.0328, -0.0009, 0.0023, -0.0032
O, 0.5797, 6.7612, 12.8369, 0.046, -0.0217, 0.0252
O, 1.1388, 7.1574, 10.3022, 0.0464, 0.0039, -0.0239
O, 3.1984, 7.1482, 12.5429, 0.0236, -0.0065, 0.0068
O, 3.9446, 9.572, 19.7675, 0.0107, -0.0082, 0.0145
O, 6.8054, 5.2428, 14.696, -0.0168, -0.0168, -0.0005
O, 0.596, 0.9476, 16.6341, -0.0029, 0.0189, -0.0342
O, 1.5531, 11.7869, 17.1331, -0.0101, 0.0167, -0.0156
O, 5.4057, 8.3059, 13.3218, 0.0073, -0.0174, -0.0042
O, 2.6299, 12.2887, 12.6009, -0.0051, -0.0014, -0.0161
O, 6.456, 3.1977, 13.0206, -0.0232, 0.0387, 0.0013
O, 2.7858, 9.323, 16.6065, 0.0135, -0.0086, -0.0035
O, 5.9871, 7.9023, 19.7467, 0.0025, -0.0031, 0.009
O, 1.9531, 6.4031, 19.7593, 0.0009, -0.0036, 0.0036
O, 1.4373, 9.6975, 19.162, 0.0092, 0.0068, 0.0021
O, 9.4975, 9.76, 15.4867, -0.0059, -0.0193, -0.0027
O, 3.1876, 8.8914, 10.1845, 0.0398, -0.0011, 0.0175
O, 9.0284, 9.0689, 13.0244, -0.0143, -0.0044, -0.0312
O, 2.2166, 7.3032, 14.9977, 0.0038, -0.011, -0.0108
O, 9.1419, 3.8692, 18.7763, -0.0007, 0.0009, -0.0009
O, 4.7659, 7.9536, 15.8267, 0.0087, -0.0107, -0.0076
O, 7.2223, 0.9021, 11.847, 0.0035, 0.0134, -0.0556
O, 8.1348, 6.3405, 19.2275, 0.0092, -0.0343, -0.0334
O, 5.9362, 5.0693, 9.5381, -0.1424, -0.0016, -0.0085
O, 6.9815, -0.9318, 19.0412, 0.0104, -0.0003, 0.0147
O, 11.0947, 2.2582, 10.0804, -0.0167, 0.0111, 0.019
O, 9.0345, 2.5661, 12.7572, 0.021, 0.0032, 0.0271
O, 9.754, 11.5346, 13.5575, -0.0017, 0.0041, -0.0112
O, 6.571, 4.2129, 18.7492, -0.0001, -0.0033, -0.0047
O, 6.0846, 10.0083, 10.0022, -0.0604, -0.0265, 0.0118
O, 1.3992, 10.8116, 10.0835, 0.0017, 0.0288, 0.011
O, 5.1809, 10.4958, 14.7348, -0.0055, 0.003, -0.0096
O, 1.6154, 10.8861, 14.7098, -0.0026, 0.0142, -0.0035
O, 11.3707, 13.0639, 18.6612, -0.0056, 0.0077, -0.0052
O, 5.3783, 11.899, 16.938, 0.0006, -0.0016, -0.0072
O, 8.1622, 10.9917, 11.3526, 0.0489, -0.0151, 0.0788
O, 11.3147, 5.0058, 19.6375, -0.0062, -0.0063, 0.002
O, 8.356, 1.5338, 15.0719, 0.013, 0.0067, 0.0009
O, 2.4377, 4.0608, 18.6055, -0.0018, -0.0057, 0.0028
O, 3.8095, 11.6536, 10.4525, 0.0014, -0.0129, 0.0285
O, 9.1739, 0.5769, 19.7155, -0.0093, -0.0022, 0.0021
O, 2.8543, 2.625, 12.685, -0.0142, -0.0033, 0.036
O, 3.62, 12.6197, 15.0342, 0.0135, 0, -0.008
O, 7.5573, 3.1806, 10.6022, 0.0478, -0.1866, 0.1555
O, 5.0505, -0.0192, 12.0415, 0.0151, -0.0375, -0.1103
O, 4.4334, 5.4988, 19.5095, 0.0042, -0.0057, 0.0041
O, 6.1994, 13.0965, 14.6958, -0.0061, 0.004, 0.0012
O, 3.0885, 6.5838, 17.3981, 0.0017, -0.0104, 0.0078
O, 3.0229, 0.9019, 10.7344, -0.0099, -0.0245, 0.035
O, 0.2734, 9.4482, 16.8259, -0.0114, -0.0134, 0.0247
O, 5.2862, 5.5988, 12.662, -0.0119, -0.0091, 0.0064
O, 2.156, 4.9512, 13.7822, 0.0186, -0.0456, -0.0009
O, 6.5141, 12.6534, 10.2936, 0.0124, -0.0509, -0.1846

Results
free energy: -164915.752 eV
free energy less fixed offsets of B -154.04, O -568.88, Si -635.61 eV per atom: 0.378 eV

The program warned: the cutoff lies below the one the program advises for these potential files; the exchange-correlation potential is rough where the density is thin.
